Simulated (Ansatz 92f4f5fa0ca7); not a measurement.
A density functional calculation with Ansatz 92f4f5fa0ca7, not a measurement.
Periodic cell of 171 atoms, Si99O72, from a study of silicon, its oxide and their interface. The atomic structure is a simulated model.

Settings
functional: r2SCAN
potential files: Ansatz norm-conserving
basis: plane waves
wave-function cutoff: 1300 eV
density cutoff ratio: 4
exchange-correlation grid ratio: 1
k mesh: 2 x 2 x 1, shifted by 0.5 0.5 0.5 of a step
self-consistency stop: 5e-08 eV per atom in the density residual
occupations: Fermi-Dirac, 0.05 eV
spin: none
net charge: 0

Cell vectors (angstrom)
a  11.5403  0  0
b  0  11.5403  0
c  -3.8773  1.4964  21.3875

Atoms and the computed forces on them: element, x, y, z (angstrom), force x, y, z (eV/angstrom)
Si  0.8808  0.0596  -0.0942  -0.1317  -0.0656  -0.7782
Si  1.0125  3.0849  -0.6726  0.0401  -0.0707  -0.7416
Si  0.847  8.5582  -0.5467  -0.018  0.1875  -0.5251
Si  4.5987  -0.0176  -0.4825  -0.0837  0.5258  -0.4179
Si  4.7691  4.3223  -0.4799  0.0938  0.5583  -0.3011
Si  4.8807  7.5626  -0.4645  0.0503  -0.5555  -0.2635
Si  8.6567  0.0505  -0.0483  0.0848  0.0951  -1.0025
Si  8.7704  3.111  -0.6375  0.0001  -0.1549  -0.5788
Si  8.6068  8.5492  -0.4929  -0.0623  0.1015  -0.7849
Si  2.8691  0.0998  1.0802  0.0056  -0.0535  -0.1773
Si  2.8127  3.831  0.7547  0.0045  -0.023  -0.2606
Si  2.8231  7.9225  0.73  -0.0728  0.0434  -0.3525
Si  6.5817  0.0257  0.9543  -0.2831  0.0268  -0.2338
Si  6.8147  3.8313  0.675  0.02  -0.0692  -0.3279
Si  6.7729  7.8782  0.8901  0.094  -0.0001  -0.274
Si  10.5402  0.0924  1.2496  0.1626  -0.0751  -0.1711
Si  10.653  3.7659  0.6397  -0.0227  -0.0492  -0.1448
Si  10.5395  7.9512  0.7933  -0.0049  0.0121  -0.1798
Si  2.899  2.0665  2.2998  0.0329  0.1423  0.1395
Si  2.748  5.8638  2.0442  0.1372  0.0535  -0.0546
Si  2.881  9.6836  2.3063  0.0335  -0.2163  0.1705
Si  6.6752  2.0344  2.2129  -0.0671  0.1952  0.0947
Si  6.8606  5.7957  2.0792  -0.1517  -0.0725  -0.0032
Si  6.6722  9.6997  2.3279  -0.0368  -0.0996  0.2855
Si  10.5972  2.1122  2.3265  -0.0018  0.1748  0.3203
Si  10.598  5.8188  1.9713  -0.0212  -0.0609  -0.184
Si  10.5516  9.6551  2.3926  -0.0141  -0.0773  0.355
Si  0.9802  2.0611  3.6737  -0.0702  -0.0122  0.0339
Si  0.8865  5.8444  3.5066  0.1139  -0.005  0.0816
Si  0.9596  9.7054  3.6798  -0.0655  0.0108  0.0654
Si  4.803  2.0961  3.6344  -0.0407  -0.0931  -0.0778
Si  4.7893  5.7879  3.375  0.0309  -0.0514  -0.2911
Si  4.7743  9.6744  3.6808  0.0301  0.0205  -0.1965
Si  8.6297  2.0662  3.6093  0.074  0.0057  -0.0704
Si  8.7552  5.7944  3.4803  -0.1099  -0.0173  -0.0325
Si  8.6095  9.6911  3.6781  0.0637  -0.0203  -0.01
Si  0.9476  0.1274  5.0183  0.0137  -0.0306  0.2345
Si  0.9918  3.9744  5.0304  -0.0491  -0.0126  -0.0447
Si  0.8671  7.7403  4.9388  0.0445  0.0167  -0.07
Si  4.8059  0.1408  4.9076  -0.1124  0.0467  0.2601
Si  4.7497  4.0051  4.987  0.1021  0.0373  0.073
Si  4.7933  7.6346  4.8112  0.0254  0.0484  0.0319
Si  8.6653  0.1306  4.9414  0.1584  -0.0336  0.2104
Si  8.6935  3.9701  5.0064  -0.146  0.0537  0.1453
Si  8.6903  7.6819  4.8944  -0.0596  0.0082  -0.0904
Si  2.9357  0.1623  6.3347  -0.1061  0.2067  -0.3419
Si  2.867  4.013  6.4963  0.0214  -0.0656  0.166
Si  2.8644  7.6586  6.1352  0.1064  -0.0993  -0.1334
Si  6.7292  0.0938  6.2347  -0.0321  0.2538  -0.0286
Si  6.698  3.9324  6.329  0.1666  -0.0256  -0.0239
Si  6.7285  7.5884  6.1443  -0.0114  -0.2898  -0.0918
Si  10.5365  0.1257  6.4174  0.1248  0.1526  -0.2927
Si  10.6421  3.9931  6.4395  -0.0823  -0.0454  0.1081
Si  10.5156  7.7747  6.3803  -0.1162  0.0888  0.1731
Si  2.9808  2.0058  7.8703  -0.0736  -0.164  0.3934
Si  2.7854  6.0417  7.7951  -0.0171  0.1062  0.2424
Si  2.9997  9.6013  7.3456  0.1914  -0.0615  0.2839
Si  6.8056  1.964  7.69  -0.0912  -0.1506  0.1508
Si  6.6657  5.8275  7.706  0.0162  -0.0699  0.2788
Si  6.7528  9.5717  7.2827  -0.0455  0.2727  0.1958
Si  10.5552  2.0603  7.834  0.0266  -0.211  0.4878
Si  10.6195  5.935  7.8469  -0.0535  0.0937  0.1839
Si  10.5017  9.7244  7.773  0.0693  -0.0088  0.5896
Si  12.4967  1.4803  9.1308  0.1093  -0.3939  -0.2363
Si  12.4683  6.4776  9.349  -0.0645  -0.6535  0.286
Si  12.7687  9.9869  8.7609  -0.144  0.4389  -0.123
Si  4.9965  2.009  9.1763  0.1409  0.619  0.2124
Si  4.7495  6.2899  9.0396  -0.0019  0.5667  0.7211
Si  4.9043  9.3498  8.656  -0.0642  -0.0772  0.5269
Si  8.6271  2.257  9.2173  -0.0099  0.4157  0.264
Si  8.6124  5.4649  8.9773  -0.0443  -0.3546  0.5512
Si  8.3459  9.8418  8.9235  -0.2607  -0.5548  0.235
Si  3.0229  0.078  16.5594  0.2232  0.0036  -0.4014
Si  1.8124  5.069  11.9441  0.0823  0.0858  0.5628
Si  0.0349  7.0868  16.7158  0.0436  0.1926  -0.2752
Si  4.7842  9.5563  17.8383  0.0254  0.096  -0.542
Si  4.5  4.3292  11.2008  0.0747  -0.051  0.3154
Si  8.3258  5.4668  14.9389  -0.0875  0.0421  -0.0903
Si  2.8601  7.3451  16.6601  -0.0806  0.0956  -0.1952
Si  6.2653  3.4707  13.6137  -0.0813  0.0258  0.4283
Si  2.2523  7.6553  13.5301  0.2003  0.0817  0.2363
Si  6.1168  -0.976  13.6773  -0.3144  -0.0112  0.6008
Si  1.2716  3.8497  18.8407  0.0481  0.1102  -0.4262
Si  0.7385  -0.6248  18.5934  0.1144  -0.1799  -0.5493
Si  1.2317  11.1046  11.3933  0.1365  0.0139  0.8525
Si  8.6216  7.5264  11.1193  -0.27  -0.0916  0.3226
Si  8.9073  6.0456  17.8494  -0.0321  0.0213  -0.3977
Si  7.7892  8.7895  17.9736  -0.0858  -0.03  -0.511
Si  4.0658  4.7039  17.9897  0.1218  0.0623  -0.676
Si  3.0946  10.5312  13.7694  0.2293  -0.0911  0.2568
Si  0.9032  4.1464  15.8934  -0.0036  -0.0918  -0.4681
Si  8.7592  1.9016  12.4138  0.0959  0.028  0.5727
Si  -0.0113  8.4697  11.7155  -0.0569  -0.1239  0.8172
Si  3.8659  3.0441  15.6472  0.1546  -0.2217  -0.1231
Si  6.2003  11.2328  10.5969  -0.0324  -0.2473  0.4243
Si  8.8209  10.924  14.1651  0.0561  0.0491  0.2849
Si  10.2846  -1.7782  16.4069  -0.0442  0.004  -0.5069
Si  7.5934  8.2035  13.7357  -0.1151  -0.0178  0.3997
Si  10.7507  4.0448  13.5753  -0.1939  -0.0894  0.3458
O  3.9039  8.5131  16.9744  0.0235  0.106  0.2855
O  10.3762  6.7526  17.7515  -0.0569  -0.0947  0.0177
O  0.6322  7.7382  -1.9497  0.1387  0.2145  0.3137
O  1.1688  3.6752  -2.1983  -0.0482  -0.0816  0.5009
O  8.7469  9.3613  13.6879  -0.2284  0.0831  -0.0421
O  6.3507  9.3615  17.5351  0.0618  -0.0512  0.3634
O  5.5285  1.173  10.5189  -0.0261  -0.0698  -0.545
O  -0.0473  10.1156  11.7469  0.2566  -0.0976  -0.3546
O  8.6693  5.16  16.4974  0.1026  0.2524  0.2703
O  2.1802  11.35  12.7037  -0.28  -0.1583  -0.4832
O  4.7843  5.9459  -0.6907  0.0124  -0.1358  0.251
O  2.8785  3.8527  18.6897  -0.2268  -0.0018  0.0687
O  3.509  5.9707  17.1621  -0.0209  -0.2354  0.2914
O  4.5461  9.314  19.4207  0.0562  0.2184  0.4949
O  0.7931  5.312  19.3371  0.0701  -0.2361  0.4
O  1.3093  -1.9067  19.4032  -0.1691  0.1331  0.4014
O  8.7987  1.4583  -0.9372  -0.1591  0.231  0.5816
O  1.2692  5.283  10.4299  -0.072  0.2969  -0.165
O  0.6767  7.8148  10.349  0.1006  -0.2616  -0.4511
O  0.8521  1.0325  10.7711  0.0346  0.1193  -0.9428
O  0.4803  4.6751  12.7874  0.2428  0.051  -0.2472
O  5.6823  4.1459  12.2761  -0.2552  -0.0015  -0.3319
O  4.5659  5.8347  10.6212  0.0403  -0.2321  -0.5
O  4.9204  7.8881  9.3593  -0.0407  -0.1844  -0.5919
O  8.2573  8.556  9.9393  0.135  0.3367  -0.1304
O  4.7587  3.4874  9.8439  0.038  -0.3287  -0.0149
O  3.1619  8.9825  13.2618  -0.2623  0.103  0.0483
O  0.8274  2.854  20.0106  -0.0108  -0.3977  0.1899
O  10.0167  -0.6219  15.2766  -0.1738  -0.2612  -0.0001
O  9.983  2.9306  12.7073  -0.1667  -0.0267  -0.112
O  10.0476  7.8665  11.7803  0.1026  0.0971  -0.2712
O  7.6032  11.1025  9.7416  0.1616  -0.3672  -0.0804
O  9.219  0.464  13.0321  -0.1797  0.1329  -0.1997
O  7.9386  7.0467  14.8148  0.0298  -0.051  -0.2141
O  3.3623  1.556  16.0218  -0.0447  0.0073  0.163
O  4.9444  2.9231  14.4243  0.1012  0.2079  -0.0196
O  1.8489  0.1135  17.6701  -0.1795  -0.2038  0.2746
O  6.5217  10.8192  12.1292  -0.0076  0.1762  -0.6283
O  0.4235  5.7257  15.8663  0.028  -0.0379  0.271
O  5.0264  10.3101  9.976  0.2725  0.1011  -0.2688
O  9.6274  5.1566  14.0032  0.0452  -0.1423  0.0458
O  3.0311  3.9817  11.8596  0.0773  0.1724  -0.2909
O  8.6405  6.0431  10.5138  0.0038  0.2279  -0.445
O  0.7227  8.0273  13.1148  -0.0587  0.134  -0.6201
O  1.9587  10.1969  10.2582  -0.2177  -0.0091  -0.5306
O  8.8004  9.3328  16.8468  -0.0029  -0.0938  0.3764
O  4.6129  11.1171  13.8804  0.0238  -0.1814  -0.1731
O  4.3605  11.0187  17.2608  -0.2298  -0.2615  0.1756
O  11.062  -1.0859  17.6361  0.2433  0.0679  0.3573
O  8.5916  1.7851  10.8132  -0.0349  0.0589  -0.7855
O  0.8248  -1.3551  -0.9878  0.1668  -0.3923  0.6601
O  0.263  0.3661  19.7788  0.1826  0.3422  0.4403
O  7.7458  7.1731  17.9245  0.2059  0.0511  0.1616
O  11.0646  8.4138  15.8666  -0.0556  -0.0559  0.3921
O  8.7174  -1.3682  -0.9402  -0.1387  -0.2615  0.7243
O  7.2621  11.2861  14.6149  0.1908  -0.327  -0.4547
O  4.7243  3.723  16.8632  -0.438  0.2225  0.3047
O  7.4927  7.5306  12.2761  0.3407  0.0759  -0.325
O  8.5635  3.8784  9.3449  0.0313  0.2668  -0.204
O  11.4165  3.3652  14.9024  0.0665  0.3507  -0.0565
O  12.5407  11.571  8.3358  -0.0339  0.0377  0.7324
O  7.3699  2.3539  13.171  0.157  0.0274  -0.2952
O  0.8955  1.4489  -1.017  0.1161  0.2383  0.686
O  2.4656  3.9023  15.3871  -0.0961  0.0101  0.2729
O  0.6557  3.5251  17.3731  0.208  0.1885  0.4015
O  2.506  10.7159  15.2815  0.0837  0.1179  0.0805
O  7.0421  4.5756  14.5165  0.0609  -0.1209  -0.2037
O  2.5679  6.3557  12.6233  -0.2584  -0.1421  -0.244
O  1.4299  7.5642  17.4039  -0.0146  -0.1336  -0.0834
O  8.9065  3.7147  -2.1984  -0.1358  -0.2908  0.6478
O  6.1767  8.9608  14.046  0.4191  0.3036  -0.2535
O  2.5451  7.2809  15.0702  -0.059  0.0598  0.0097

Results
free energy: -45076.382 eV
free energy less fixed offsets of O -463.61, Si -117.95 eV per atom: -19.412 eV
pressure: -1.45 GPa
stress xx, yy, zz, yz, xz, xy (GPa, positive in tension): 1.22, 0.81, 2.31, 0.03, 0.22, -0.14
